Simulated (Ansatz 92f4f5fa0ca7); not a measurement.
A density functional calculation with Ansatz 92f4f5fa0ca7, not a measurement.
Periodic cell of 294 atoms, Si196O98, from a study of silicon, its oxide and their interface. The atomic structure is a simulated model.
Doubt: the cutoff is far below the 930 eV that the study's wrapper takes by default for these files, so forces and energies are approximate.
This geometry differs little from another in the collection (a relaxation step or a small displacement).

Settings: functional PBE; potential files Ansatz PAW; basis plane waves; wave-function cutoff 580 eV; density cutoff ratio 5; exchange-correlation grid ratio 1; k mesh 1 x 1 x 1, Gamma-centred; self-consistency stop 5e-08 eV per atom in the density residual; occupations fixed; spin none; net charge 0.

Cell vectors (angstrom)
a  11.6015  0  0
b  0  10.938  0
c  0  0  41.1656

Atoms and the computed forces on them: element, x, y, z (angstrom), force x, y, z (eV/angstrom)
Si  0  0  0.9665  0.0098  0.0527  -0.0081
Si  3.8672  0  0.9665  -0.0054  0.0398  -0.0015
Si  7.7343  0  0.9665  0.0028  0.0711  -0.0052
Si  1.9336  1.3673  0.9665  0.0035  -0.0435  0.0072
Si  5.8008  1.3673  0.9665  -0.0069  -0.0241  0.0088
Si  9.6679  1.3673  0.9665  -0.0028  -0.0354  -0.0121
Si  0  5.469  0.9665  -0.0052  0.0353  -0.0151
Si  3.8672  5.469  0.9665  -0.001  0.0305  0.0111
Si  7.7343  5.469  0.9665  -0.0029  0.0089  -0.0033
Si  1.9336  6.8362  0.9665  0.0035  -0.0619  0.0051
Si  5.8008  6.8362  0.9665  0.0045  -0.025  0.0181
Si  9.6679  6.8362  0.9665  -0.0004  -0.0127  -0.0047
Si  1.9336  2.7345  40.1985  -0.0034  0.0583  -0.0273
Si  5.8008  2.7345  40.1985  0.001  0.0174  -0.0049
Si  9.6679  2.7345  40.1985  0.0041  0.0705  -0.039
Si  0  4.1018  40.1985  0.0001  -0.045  -0.0006
Si  3.8672  4.1018  40.1985  -0.0048  0.0164  0.0568
Si  7.7343  4.1018  40.1985  0.0019  0.0045  0.0247
Si  1.9336  8.2035  40.1985  0.002  0.0445  0.0219
Si  5.8008  8.2035  40.1985  -0.0083  -0.0196  0.037
Si  9.6679  8.2035  40.1985  0.0173  -0.0009  0.02
Si  0  9.5708  40.1985  0.0004  -0.0723  -0.028
Si  3.8672  9.5708  40.1985  0.0069  -0.0462  -0.0121
Si  7.7343  9.5708  40.1985  0.0095  -0.0961  -0.0348
Si  0  0  4.8337  0.0225  0.0318  0.0541
Si  3.8672  0  4.8337  -0.063  -0.0013  -0.0153
Si  7.7343  0  4.8337  -0.0848  0.14  0.0642
Si  1.9336  1.3673  4.8337  0.0627  -0.1177  -0.021
Si  5.8008  1.3673  4.8337  -0.0138  -0.0987  -0.035
Si  9.6679  1.3673  4.8337  0.0101  -0.1786  -0.2116
Si  0  5.469  4.8337  0.0198  -0.0217  -0.1436
Si  3.8672  5.469  4.8337  0.0616  -0.0706  0.1207
Si  7.7343  5.469  4.8337  -0.0133  0.0498  -0.076
Si  1.9336  6.8362  4.8337  -0.0277  -0.0257  0.1848
Si  5.8008  6.8362  4.8337  -0.0768  0.0155  0.0867
Si  9.6679  6.8362  4.8337  -0.0067  0.0114  -0.038
Si  1.9336  2.7345  2.9001  -0.0052  0.0613  0.0218
Si  5.8008  2.7345  2.9001  -0.0194  0.0489  0.0324
Si  9.6679  2.7345  2.9001  0.0017  0.0177  -0.0045
Si  0  4.1018  2.9001  -0.0025  0.0116  -0.0485
Si  3.8672  4.1018  2.9001  -0.0068  -0.0343  -0.0118
Si  7.7343  4.1018  2.9001  -0.0121  0.0069  -0.0319
Si  1.9336  8.2035  2.9001  0.0087  0.0618  -0.0108
Si  5.8008  8.2035  2.9001  -0.0117  0.0272  -0.0113
Si  9.6679  8.2035  2.9001  0.0082  -0.0115  -0.0363
Si  0  9.5708  2.9001  -0.0029  -0.0633  0.0347
Si  3.8672  9.5708  2.9001  0.0095  -0.0495  0.0271
Si  7.7343  9.5708  2.9001  -0.006  -0.0863  0.0364
Si  0.0505  0.0885  30.5045  -0.0009  -0.0006  -0.0112
Si  1.9188  1.5311  30.5269  0.0118  -0.0034  -0.0058
Si  7.7536  -0.0059  30.3107  0.0009  -0.006  -0.0157
Si  3.9779  0.5339  30.1884  0.0012  -0.0229  0.0061
Si  6.0061  1.6279  30.485  -0.0092  -0.0004  0.0006
Si  9.6704  1.4148  30.4529  -0.0004  0.0031  -0.0071
Si  0.4945  5.5821  30.3645  0.0065  -0.0032  -0.0067
Si  4.0309  5.3796  30.7762  0.0082  -0.0075  -0.005
Si  7.334  6.1141  29.0105  -0.005  0.007  0.0064
Si  2.3512  7.0484  30.5872  0.0033  0.0122  -0.0099
Si  6.2983  6.0474  31.0997  0.0027  -0.0008  -0.0012
Si  10.0907  6.6381  29.8222  -0.0098  0.0175  -0.0083
Si  1.8161  2.7792  32.5178  -0.0034  -0.0034  0.0078
Si  5.7842  2.7475  32.5766  -0.0008  -0.0006  0.0051
Si  9.5378  2.9567  32.294  -0.0002  0.0007  0.008
Si  -0.0292  4.2411  32.3429  0.0011  -0.0023  0.014
Si  3.7937  4.0273  32.6457  0.0043  0.0026  0.0057
Si  7.5092  4.3424  32.4546  -0.0001  0.0022  0.002
Si  2.0178  8.2749  32.5406  0.0058  -0.0044  0.0043
Si  5.9995  7.9884  32.5137  0.0001  -0.009  -0.0052
Si  9.69  8.2805  32.5151  0.0138  -0.0195  -0.0067
Si  0.0609  9.6141  32.4252  -0.0086  0  0.007
Si  4.0727  9.3729  32.5366  -0.0062  0.0523  -0.0228
Si  7.7549  9.6088  32.3547  -0.0009  0.0052  0.0059
Si  -0.0391  0.0504  34.3526  -0.0037  0.0041  -0.0006
Si  3.9309  -0.029  34.369  0.0007  -0.0123  -0.0139
Si  7.7677  0.0356  34.324  -0.0035  0.0024  -0.001
Si  1.9394  1.3186  34.3719  -0.0017  0.0006  -0.006
Si  5.8309  1.3542  34.4466  0.0012  -0.0022  -0.0028
Si  9.6438  1.4972  34.2649  0.0036  0.0008  -0.0055
Si  0.0013  5.5098  34.3595  0.0011  -0.0017  -0.0068
Si  3.9034  5.4868  34.4805  0.0021  -0.0016  -0.0037
Si  7.7782  5.4854  34.4895  0.0009  -0.0007  0.0022
Si  1.9587  6.8303  34.4126  -0.0046  -0.0015  -0.0016
Si  5.8646  6.8196  34.5351  0.0001  -0.0058  0.0032
Si  9.6877  6.8906  34.4403  -0.0027  0.0027  -0.0006
Si  1.9445  2.7144  36.3082  -0.0014  0.0046  -0.0003
Si  5.8239  2.7436  36.3522  0.0035  0.0027  -0.0022
Si  9.6916  2.7219  36.3083  -0.0021  -0.0003  -0.0035
Si  0.0148  4.1053  36.2934  -0.0002  -0.0026  -0.0032
Si  3.8758  4.0845  36.3631  -0.0003  0.0014  -0.0024
Si  7.7708  4.0795  36.3645  -0.0029  -0.0013  -0.0001
Si  1.913  8.2236  36.3267  0.0008  0.0021  -0.0023
Si  5.8064  8.253  36.3765  0.0001  0.0003  0.003
Si  9.6675  8.2341  36.3631  -0.0009  0.0005  -0.0001
Si  -0.022  9.6081  36.3077  -0.0001  -0.0014  0.0013
Si  3.854  9.5773  36.3308  0.0001  0.0008  0.0042
Si  7.7502  9.6086  36.2986  0.0007  -0.0008  0
Si  0  0  38.2649  0.0004  0.0994  -0.0023
Si  3.8672  0  38.2649  -0.0472  0.1001  -0.0119
Si  7.7343  0  38.2649  0.0161  0.1471  -0.1065
Si  1.9336  1.3673  38.2649  -0.02  -0.0173  -0.0284
Si  5.8008  1.3673  38.2649  0.0354  -0.0576  0.0975
Si  9.6679  1.3673  38.2649  0.0757  -0.0683  -0.1024
Si  0  5.469  38.2649  0.0369  -0.0432  -0.1963
Si  3.8672  5.469  38.2649  -0.0085  0.0271  0.1019
Si  7.7343  5.469  38.2649  0.045  0.048  0.0938
Si  1.9336  6.8362  38.2649  -0.0684  0.0463  -0.0617
Si  5.8008  6.8362  38.2649  0.0491  0.0338  0.112
Si  9.6679  6.8362  38.2649  -0.019  -0.0057  0.0878
Si  1.9541  2.7042  6.78  0.0007  0.0033  -0.0026
Si  5.8136  2.6983  6.7823  0  0.0016  -0.0003
Si  9.6639  2.7169  6.7394  0.0009  0.0007  -0.0004
Si  0.0159  4.0504  6.7164  0  0  -0.0002
Si  3.8761  4.0844  6.7846  -0.0027  -0.0005  0.0037
Si  7.7333  4.0575  6.7188  -0.0006  0.0003  0.0021
Si  1.9129  8.192  6.7993  0.0012  0.0029  0.0021
Si  5.7629  8.2152  6.7767  0.0031  -0.0013  0.0039
Si  9.6328  8.2504  6.7296  -0.0005  0.0016  0.0001
Si  -0.0055  9.5806  6.786  0.0022  -0.0039  0.0005
Si  3.8263  9.5915  6.7872  0.0007  -0.0018  0.0002
Si  7.6913  9.5761  6.7741  -0.0012  -0.0007  0.002
Si  -0.0098  0.0336  8.7244  0.0022  0.0036  0.0019
Si  3.8721  0.0241  8.7346  -0.0023  0.0036  -0.0045
Si  7.7555  -0.1096  8.7904  -0.001  0.0006  -0.0019
Si  1.9032  1.4523  8.7971  -0.0005  0.0014  0.0065
Si  5.824  1.3194  8.7244  0.0033  -0.0002  -0.0004
Si  9.6264  1.3075  8.6303  -0.0033  0.001  0.0045
Si  -0.0777  5.4862  8.5552  0.0049  0.0007  0.0028
Si  3.8558  5.4739  8.7109  0.0057  -0.0024  0.0017
Si  7.7049  5.4157  8.6204  0.0025  0.0019  -0.0023
Si  1.8939  6.801  8.7437  -0.0037  0.0014  0.001
Si  5.813  6.7815  8.6655  -0.0049  0.0035  0
Si  9.6137  6.8062  8.5692  0.0006  -0.0027  0.001
Si  1.7101  3.1113  10.5792  0.0101  -0.0053  -0.0016
Si  5.6534  2.6804  10.6417  0.0033  -0.0039  0.0046
Si  9.5004  2.6921  10.4875  0.0043  0.0044  0.0006
Si  -0.3432  4.2942  10.5337  -0.0145  0  0.0022
Si  3.8219  4.2125  10.7035  -0.0007  -0.0009  -0.0008
Si  7.5928  4.0675  10.5495  0.0052  -0.0013  0.0035
Si  1.9987  8.3005  10.59  0.0104  -0.0063  -0.0049
Si  5.9875  7.9879  10.6835  0.009  -0.004  -0.0062
Si  9.8704  7.8919  10.6272  0.0009  -0.0031  0.0076
Si  -0.0032  9.4999  10.5744  -0.0136  0.0171  0.0146
Si  4.1007  9.419  10.5193  -0.0083  -0.0016  -0.0005
Si  7.9121  9.3286  10.7238  -0.0039  -0.001  -0.0031
Si  -0.3349  0.5519  13.0737  0.0178  -0.0031  0.0062
Si  3.6148  -0.4735  12.5219  -0.0004  0.0075  0.0044
Si  7.6844  -0.2166  12.6187  0.0017  -0.0118  0.0058
Si  1.5402  1.7831  12.4493  -0.0045  -0.0006  -0.0021
Si  5.9333  1.3509  12.6295  -0.0111  0.0092  0.0045
Si  9.2576  1.5485  12.5472  -0.0133  0.0132  -0.0079
Si  0.2066  6.0824  13.9898  -0.0077  -0.0046  -0.0117
Si  4.3063  5.4608  12.727  -0.0108  -0.0127  0.0058
Si  8.1174  5.2192  12.5764  0.0049  -0.012  0.0003
Si  2.2504  7.9495  12.9024  -0.0013  0.0037  0.0057
Si  6.2785  6.77  12.7815  0.0031  0.0095  0.0062
Si  10.3717  5.9291  12.0676  0.0057  0.0056  0.0007
O  3.3323  6.7498  12.9637  0.0016  0.0034  -0.0015
O  8.4563  3.1201  15.3151  -0.0021  0.0016  -0.002
O  -0.1631  10.8828  14.6072  -0.0053  0.0004  -0.0128
O  2.4404  11.4337  11.9454  0.0055  -0.0019  -0.001
O  0.9977  7.5233  13.8782  0.0007  -0.0027  0.0035
O  8.4749  8.9717  18.6126  -0.015  -0.0666  -0.0236
O  10.7307  6.1191  15.2134  -0.0025  -0.0033  0.008
O  7.6221  9.9854  14.1448  0.003  0.004  -0.0076
O  2.9384  9.3294  13.5224  0.0007  -0.0017  -0.0019
O  -0.2798  -0.7587  12.0726  0.0021  -0.0178  -0.0146
O  3.9684  4.4754  14.0048  0.0076  0.0076  -0.0077
O  16.2557  0.5284  13.3161  -0.0004  -0.0031  -0.0063
O  1.0199  4.7724  29.007  -0.0098  0.0048  0.0076
O  -3.779  10.1431  28.8049  -0.0004  0.0079  0.0133
O  8.9176  5.6507  29.2145  0.0027  0.0034  -0.0011
O  2.6379  7.954  29.1967  -0.0045  -0.0073  0.0129
O  11.7172  10.1548  29.0824  -0.0018  -0.0021  0.0009
O  -25.2848  18.1299  31.2606  0.0027  0.0105  0.0026
O  6.5162  5.0889  28.0208  0.0039  0.003  -0.0017
O  9.7737  2.3497  29.0782  -0.0003  -0.0064  0.0094
O  15.3655  11.1759  28.589  -0.0008  0.0043  0.008
O  6.3266  2.8178  29.3643  0.0015  0  -0.002
O  3.7031  4.4066  29.4452  -0.0003  0.0029  0.0015
O  -1.3209  7.9225  28.8309  0.0039  -0.0027  0.0064
Si  6.4853  3.4615  27.8815  -0.0034  -0.0064  -0.0013
Si  3.2158  9.9052  19.5172  0.0011  -0.0004  -0.0018
Si  11.7744  1.6643  24.2567  0.0002  0.0019  -0.0026
Si  2.4006  8.0782  27.5714  0.0005  0.0052  -0.0002
Si  6.3639  3.2362  20.3654  0.0102  0.0093  -0.0037
Si  2.8617  1.9499  16.8674  -0.0007  -0.0023  -0.0005
Si  6.6033  6.3888  20.0457  -0.0312  -0.0291  -0.0423
Si  5.3526  10.3348  22.902  -0.0027  0.0003  -0.003
Si  3.9801  5.3943  23.2961  -0.0084  0.0028  -0.0065
Si  7.9989  3.1305  13.7564  0.009  0.0088  0
Si  5.2116  10.8083  17.2544  -0.0015  -0.0031  0.0008
Si  11.3382  4.2105  25.711  0.0032  0.0009  -0.0006
Si  6.4912  3.4303  23.4749  -0.0003  -0.0014  -0.002
Si  -1.1383  5.8029  16.7796  -0.024  0.017  0.0184
Si  8.0961  7.7168  17.6724  0.0459  -0.0292  0.0566
Si  11.8894  10.5326  18.7943  -0.0045  -0.0003  0.0001
Si  9.2149  9.7437  19.8267  -0.0013  -0.0164  -0.0131
Si  7.863  1.2257  18.6035  0.0001  0.0053  -0.0017
Si  0.1485  11.6449  16.0129  -0.0002  0.0024  0.011
Si  7.0995  9.0554  27.786  -0.0091  -0.0004  0.0017
Si  2.3578  3.899  28.6547  0.0066  0.0047  -0.009
Si  9.5777  14.5767  23.4746  0.0002  0.0005  -0.0029
Si  2.5644  3.8591  14.5627  -0.0015  -0.0013  -0.0003
Si  10.0911  -0.054  25.8381  0.0001  0.0053  -0.0011
Si  4.3756  10.3014  27.3765  -0.0011  0.0018  0.0054
Si  7.7626  9.4571  24.6277  0.0007  -0.0005  -0.0015
Si  9.459  2.6259  27.5113  0.0009  -0.0031  -0.0059
Si  6.6867  9.0069  15.092  -0.0034  0.0039  -0.0033
Si  9.5524  2.8294  16.4748  -0.0016  -0.0006  -0.0014
Si  4.9354  12.8459  25.7029  -0.0014  -0.0045  0
Si  3.0861  12.1615  23.6241  0.0028  -0.0001  0.0001
Si  4.3894  12.2895  21.0788  0.001  -0.0008  0.0019
Si  4.3845  7.8633  21.4914  0.0251  -0.0086  -0.0137
Si  11.9735  5.2069  19.042  0.0012  0.0011  -0.0002
Si  10.6523  5.5743  21.6374  0.0037  0.0003  -0.0024
Si  8.633  7.7774  22.1368  0.0016  -0.0011  -0.0012
Si  1.8097  4.5745  21.287  0.0035  0.0014  0.0027
Si  1.1757  2.4492  19.3933  0.0007  0.0006  0.0018
Si  2.3954  5.3679  26.1097  0.0012  -0.0007  -0.0024
Si  11.1787  9.0187  28.0464  0.0025  -0.0088  0.0028
O  10.3172  4.6484  24.5248  0.0012  0.0008  -0.0005
O  3.1933  5.2307  24.7043  0.0065  0.0044  -0.0134
O  5.9295  2.233  24.4417  0.0018  -0.0018  0.0016
O  5.5713  9.8948  15.927  0.0017  -0.0008  0.0009
O  7.0405  6.8164  18.5318  0.0457  0.0131  0.0306
O  3.1702  9.3368  26.8566  -0.0031  -0.0044  -0.0007
O  2.6697  4.0679  27.067  -0.0006  -0.0022  0.0065
O  0.7716  5.4449  25.9156  0.0016  0.0003  -0.0021
O  4.9248  13.4437  20.0679  -0.0006  0.0001  0.0003
O  1.4775  12.1644  23.3787  -0.0013  -0.0009  0.0003
O  4.3999  9.8847  18.3686  -0.0005  0.0026  -0.0022
O  7.4661  9.068  26.192  0.0008  -0.0012  0.0032
O  3.7227  12.9979  22.3824  -0.0008  -0.0043  0.0021
O  9.0405  10.4583  24.6762  -0.0011  -0.0013  0.0022
O  8.0848  8.1723  23.6391  -0.0005  0.0032  0.0025
O  6.6859  2.9748  21.9341  -0.0017  -0.0003  -0.0059
O  12.4153  8.2784  27.305  -0.0084  0.0034  0.005
O  8.9074  1.7351  17.472  -0.0005  0.0004  0.0015
O  5.2783  2.9778  26.888  0.0047  0.0045  0.005
O  10.8342  9.6371  19.6426  -0.0164  0.0018  -0.0007
O  1.7425  11.9222  16.1757  0.001  0.002  -0.0012
O  10.9472  2.1436  15.956  0.0026  0.0027  0.0029
O  0.2041  3.5979  18.7618  -0.0016  -0.0008  -0.0018
O  3.8683  10.694  23.5599  -0.0005  0.0009  0.0013
O  11.4813  11.2276  25.0783  -0.0036  -0.0037  0.0017
O  11.9607  1.0585  19.5143  -0.0011  -0.0053  -0.0003
O  13.3909  5.4247  19.8591  -0.0008  -0.0024  -0.0012
O  5.4915  4.7554  23.5004  -0.0001  -0.0011  0.0017
O  11.3173  10.6865  17.2627  0.0008  0.0028  0.0004
O  5.5055  9.2927  27.9453  0.0096  -0.0026  -0.005
O  3.1937  4.6274  22.0945  -0.0003  0.0058  0.0193
O  1.3019  4.8905  14.3414  0  0.0043  0.002
O  2.4684  2.2598  18.4165  -0.0004  -0.0004  0.0001
O  6.3732  4.7971  20.027  -0.0032  0.0785  0.0132
O  10.2539  9.6656  26.8886  0.0025  -0.0038  0.0052
O  6.447  2.5129  13.7192  -0.0001  -0.0048  -0.0051
O  3.4254  1.9625  25.0537  0.0002  -0.0006  0.0004
O  5.0673  11.323  26.3036  0.0021  0  -0.0033
O  1.7578  9.8271  18.7916  -0.0009  -0.0002  0.0001
O  3.9137  6.945  22.7678  0.005  -0.0162  -0.0132
O  5.1385  7.0051  20.3521  0.0511  -0.0026  0.0015
O  -0.8547  5.7288  20.0083  0.001  0  -0.0005
O  8.6629  11.2635  19.7007  0.0002  -0.0035  -0.0016
O  7.9089  3.0214  27.2482  0.0005  0.0018  0.0009
O  6.5113  10.3093  24.0294  0.0035  0.0002  0.0021
O  3.2634  8.6976  20.6329  0.0023  -0.0022  0.0007
O  5.6261  11.3709  21.6598  -0.0002  -0.0007  0.0017
O  0.2724  5.9666  17.6128  -0.0048  -0.0047  0.0014
O  9.8525  4.3185  17.0501  0.0063  0.0267  0.0005
O  8.8574  -1.7766  21.3029  0.0045  0.0052  -0.013
O  4.2888  12.0935  16.8141  -0.0017  0.0013  0.0012
O  10.4099  2.1978  23.4681  0.0015  -0.0011  0.0016
O  12.1705  5.1971  22.1822  -0.0023  0.0003  0.0002
O  1.58  2.9992  20.8788  -0.0013  -0.0053  -0.0014
O  7.5342  8.2186  16.2362  0.0068  -0.0076  0.0083
O  5.417  8.8781  22.2098  -0.0161  -0.0232  -0.0067
O  10.044  -3.9925  22.2862  0.0013  -0.0013  0.0005
O  7.6298  6.8228  21.2497  -0.005  -0.0026  -0.0083
O  3.3143  11.3196  20.3366  -0.0035  -0.0032  -0.0015
O  6.5971  0.4344  17.9303  0.0001  -0.0005  0.0008
O  8.029  3.6406  23.9837  -0.0005  0  -0.0013
O  12.1949  2.8908  25.2485  -0.0008  0.0016  -0.0002
O  9.6698  4.3087  21.9869  0.0003  0.0005  0.0013
O  7.4495  2.57  19.3902  -0.0071  0.0066  0.0082
O  2.8614  3.4005  16.1004  -0.0004  0.0011  -0.0003
O  9.6405  1.2827  26.6264  0.0001  0.0012  0.0015
O  10.467  3.8188  27.0346  -0.0026  -0.0004  0.0016
O  14.515  6.721  26.8429  0  -0.0014  -0.0036
O  13.8201  2.4976  13.7539  0.0041  0.0007  0.0035
O  7.399  7.5628  28.3032  0.003  -0.0016  -0.0026
O  15.839  -11.7845  31.046  0.0009  -0.0048  0.0163
O  13.5609  2.3829  29.0765  -0.0044  -0.0063  0.0034
O  6.0988  7.8514  14.0634  0.0003  -0.0058  -0.0047
O  9.4308  6.8779  17.3612  -0.0624  0.0439  0.0119

Results
free energy: -180329.525 eV
free energy less fixed offsets of O -568.88, Si -635.61 eV per atom: 0.275 eV

The program warned: the cutoff lies below the one the program advises for these potential files; the forces do not sum to zero within the program's tolerance; the exchange-correlation potential is rough where the density is thin.
